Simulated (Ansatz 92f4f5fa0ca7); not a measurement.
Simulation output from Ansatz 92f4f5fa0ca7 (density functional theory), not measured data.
Periodic cell of 189 atoms, Si117O72, from a study of silicon, its oxide and their interface. The atomic structure is a simulated model.

Settings: functional r2SCAN; potential files Ansatz norm-conserving; basis plane waves; wave-function cutoff 1300 eV; density cutoff ratio 4; exchange-correlation grid ratio 1; k mesh 2 x 2 x 1, shifted by 0.5 0.5 0.5 of a step; self-consistency stop 5e-08 eV per atom in the density residual; occupations Fermi-Dirac, 0.05 eV; spin none; net charge 0.

Cell vectors (angstrom)
a  11.5403  0  0
b  0  11.5403  0
c  1.8538  -5.0548  26.7332

Atoms and the computed forces on them: element, x, y, z (angstrom), force x, y, z (eV/angstrom)
Si  1.142  11.0938  0.9463  -0.0778  -0.1054  -0.9947
Si  1.2896  2.5551  0.2395  0.0867  -0.3567  -0.3008
Si  1.2752  8.059  0.5406  0.0093  0.151  -0.7017
Si  4.9944  10.5892  0.9152  -0.0738  -0.1996  -0.8127
Si  4.8044  2.0891  0.4028  -0.07  0.1151  -0.5445
Si  5.2083  7.4667  0.7319  0.3564  0.2974  0.0652
Si  8.6981  -0.4209  0.651  0.1458  0.0094  -0.2634
Si  8.4874  2.8312  0.323  -0.0692  -0.1625  0.2802
Si  8.6311  7.8958  0.3842  0.1118  0.1661  -0.0328
Si  3.0657  -0.6646  2.2074  0.0713  0.0218  -0.1229
Si  3.0261  2.9876  1.81  0.0376  -0.1471  -0.2669
Si  3.1125  7.1925  1.8638  0.0299  0.1978  -0.258
Si  6.914  -0.5872  2.1393  0.0111  -0.1291  -0.129
Si  6.6935  3.0565  1.7797  -0.0285  -0.2639  -0.1804
Si  7.0446  7.344  2.1164  -0.1517  0.1469  -0.2805
Si  10.636  -0.4583  2.0161  -0.0626  0.0207  -0.2586
Si  10.6822  3.2281  1.4257  0.0832  -0.0988  -0.2908
Si  10.7301  7.3566  1.5613  -0.0677  0.1988  -0.2173
Si  3.0336  1.3128  3.414  0.0309  -0.0256  0.3239
Si  3.0493  5.1194  3.063  0.029  -0.1121  -0.1534
Si  3.0771  8.9473  3.4411  0.0682  -0.1031  0.2678
Si  6.833  1.3584  3.3742  -0.1054  0.1804  0.1424
Si  6.8823  5.1605  3.088  -0.0645  -0.1257  -0.1832
Si  6.9713  9.1295  3.5395  0.1113  -0.127  0.1411
Si  10.6684  1.5228  3.1889  0.032  0.0885  0.0452
Si  10.7432  5.242  2.8444  -0.0346  0.0432  -0.2005
Si  10.7111  9.0746  3.2277  -0.0358  -0.0225  -0.0226
Si  1.0253  1.3758  4.6282  -0.0168  0.0262  0.0005
Si  1.0643  5.1887  4.392  -0.0083  -0.0631  -0.0086
Si  1.068  9.0454  4.6407  -0.0041  -0.1937  0.0391
Si  4.9518  1.3478  4.7558  -0.0031  0.1296  -0.1314
Si  4.9687  5.1732  4.5039  0.047  0.0967  -0.0984
Si  4.9964  9.0687  4.7773  -0.0194  -0.006  -0.0628
Si  8.81  1.4222  4.6412  -0.0158  0.0748  -0.0534
Si  8.8678  5.1795  4.3842  -0.023  -0.0952  -0.04
Si  8.9219  9.0731  4.7408  -0.0354  -0.0221  -0.0255
Si  1.0489  -0.5587  6.0002  0.0085  0.0048  -0.023
Si  1.0559  3.3372  5.9157  0.0572  0.0371  -0.0617
Si  1.0635  7.0653  5.8983  -0.0365  0.0792  -0.0409
Si  4.974  -0.5508  6.1049  -0.0481  0.0617  0.139
Si  4.9705  3.3214  5.9894  0.0252  -0.1651  0.0713
Si  4.9961  7.0654  5.9516  -0.0765  0.0265  0.048
Si  8.8496  -0.515  6.0108  0.1196  -0.0947  0.0422
Si  8.8297  3.3708  5.9232  -0.011  0.0337  -0.0155
Si  8.8388  7.0471  5.8848  -0.0134  0.0799  -0.0201
Si  2.9904  -0.5395  7.354  0.0364  0.0546  0.0534
Si  2.9943  3.3026  7.2809  -0.0422  0.0058  -0.0254
Si  3.02  7.104  7.2331  0.0869  0.0172  -0.095
Si  6.9479  -0.5442  7.3971  -0.0669  0.0513  0.0406
Si  6.9315  3.335  7.3235  -0.0028  0.0417  -0.0329
Si  6.9441  7.1024  7.2856  0.0702  -0.0521  0.0039
Si  10.7054  -0.5636  7.4162  -0.0558  0.0452  0.1461
Si  10.7038  3.337  7.3342  0.0018  -0.0776  0.0415
Si  10.6937  7.0855  7.3062  -0.0103  -0.0917  0.0122
Si  2.9674  1.3987  8.6987  0.0083  0.0193  0.2892
Si  3.0438  5.2237  8.6045  -0.0899  0.1142  0.0519
Si  3.0302  9.0218  8.6176  -0.0921  -0.0452  0.0128
Si  7.0382  1.4135  8.711  -0.0859  -0.0335  0.2262
Si  6.8854  5.2393  8.6917  0.047  0.051  0.0561
Si  6.9227  9.0179  8.692  0.0584  -0.1325  -0.0126
Si  10.6916  1.4044  8.713  0.2071  -0.0338  0.124
Si  10.6783  5.2297  8.724  -0.0246  0.0536  -0.0109
Si  10.6559  8.9939  8.7241  -0.0309  0.0147  -0.0358
Si  1.0012  1.3605  10.1385  -0.0237  -0.0098  -0.1556
Si  1.1382  5.2674  9.9339  0.0419  -0.1099  -0.19
Si  1.1092  8.9771  9.9656  0.0283  0.064  -0.1584
Si  5.0297  1.4499  9.9066  0.1058  0.0494  -0.3232
Si  4.9307  5.3227  9.9968  0.0286  -0.1251  -0.1094
Si  4.9553  8.962  9.9902  -0.0162  0.0729  0.0323
Si  8.9244  1.4017  10.2779  -0.1733  -0.0262  0.2724
Si  8.7478  5.2097  10.1136  0.0439  -0.0802  -0.0182
Si  8.7526  9.0458  10.1956  -0.0463  -0.0053  0.1799
Si  1.0105  10.7907  11.3932  0.1793  0.052  0.2398
Si  1.0649  3.4437  11.3154  0.1359  -0.0929  0.2902
Si  1.0739  7.1068  11.3433  0.1403  -0.0658  0.1208
Si  5.1077  10.9928  11.1137  0.037  0.071  0.2094
Si  5.0808  3.4031  11.256  -0.0796  -0.0357  0.3201
Si  4.7778  7.1129  11.5113  -0.1876  -0.0256  0.1414
Si  8.9117  10.9209  11.7344  -0.1125  -0.0545  0.1691
Si  8.8606  3.4344  11.6584  0.0394  0.0269  0.4171
Si  8.6088  7.0614  11.5197  -0.0284  0.1392  0.2417
Si  3.1388  11.2385  12.2725  0.0535  0.4079  0.418
Si  3.1064  2.9245  12.3454  0.0064  -0.4832  0.4387
Si  2.7852  6.9652  12.9759  -0.1749  0.2994  0.5039
Si  6.7905  11.5059  12.7239  -0.0498  0.4288  0.0841
Si  6.7928  3.2134  12.9305  -0.0902  -0.6557  -0.0209
Si  6.6146  7.1336  12.9412  -0.0016  0.461  0.1818
Si  10.9115  10.1214  13.0724  0.2309  -0.0477  0.3509
Si  10.8911  3.9909  12.8532  0.0541  0.0828  0.2263
Si  10.6747  7.0432  12.5946  -0.1684  -0.154  0.5799
Si  3.3165  9.5446  14.8408  -0.1205  0.3587  -0.0777
Si  8.2323  10.3075  17.1878  0.1198  0.2171  0.0607
Si  0.2046  4.9063  18.8393  0.0587  -0.0853  -0.3369
Si  8.4803  8.1375  19.1363  -0.0995  0.0336  0.0515
Si  5.292  4.44  22.4439  0.0039  0.1301  -0.0733
Si  0.9528  11.1761  15.6709  0.0613  0.1581  0.2541
Si  5.0773  9.4775  24.6131  0.0817  -0.0269  -0.0852
Si  10.0678  2.8118  19.5059  -0.1576  -0.319  -0.0939
Si  0.8986  3.4871  21.0803  0.2696  -0.1847  0.0292
Si  6.5966  0.5693  23.9029  -0.0606  0.1335  -0.1273
Si  1.5198  6.3179  21.7996  0.3897  -0.0672  0.2779
Si  2.9084  4.4103  14.9112  0.0048  -0.3856  0.0093
Si  12.1488  2.5395  15.4  0.0205  -0.1915  0.0644
Si  5.8879  4.9817  15.2754  0.098  -0.2006  0.1019
Si  10.4901  0.8202  17.2853  0.0748  -0.1334  0.0904
Si  1.6602  7.1309  18.8958  0.4257  0.1114  -0.3565
Si  4.2476  7.3517  22.3192  0.1441  -0.1007  -0.0075
Si  4.4119  -3.5686  19.1566  0.0417  0.1577  -0.0805
Si  6.648  5.8802  18.1984  -0.0936  0.0178  0.0746
Si  5.7556  0.9654  20.9903  -0.0312  -0.1315  -0.2025
Si  4.5528  2.506  24.564  0.015  0.0343  -0.1319
Si  7.0388  3.4889  20.2086  -0.1429  -0.0515  0.027
Si  11.0176  7.3806  20.4001  -0.3115  0.1264  0.0216
Si  6.3077  9.5932  14.8816  -0.0163  0.085  0.1534
Si  3.4023  2.231  21.8846  -0.0175  -0.0556  -0.1751
Si  6.3014  10.0715  19.3104  -0.1671  0.1434  0.056
Si  8.9663  0.5217  25.7483  0.0785  0.1326  0.154
O  6.29  2.0743  19.9416  0.0326  0.0717  0.2921
O  1.1551  9.6733  0.0829  0.0747  -0.4454  0.7207
O  1.8648  3.1966  -1.2054  -0.097  -0.2516  0.3719
O  8.0308  6.7118  18.484  -0.1108  0.15  0.1065
O  5.0936  9.0827  0.0958  -0.1048  -0.0734  0.6874
O  4.0749  3.7077  21.6098  0.0801  -0.1575  0.2532
O  9.0705  9.1562  17.9998  -0.3098  0.0055  0.145
O  5.6277  10.8105  23.8729  0.0662  0.0466  0.159
O  5.8592  6.058  -0.014  -0.2821  0.3282  -0.1298
O  0.2037  7.3092  21.8678  0.0998  -0.2037  -0.4957
O  1.3244  3.9562  19.5711  -0.4259  0.1947  0.2107
O  8.5953  1.1455  -0.1365  -0.0732  -0.0558  0.3987
O  8.651  9.5414  -0.0778  -0.0318  -0.0685  0.2998
O  4.3287  -3.6034  20.7916  -0.1044  -0.1354  0.045
O  1.0333  5.9664  17.893  -0.151  0.0225  0.6281
O  2.9891  7.8439  18.3566  -0.1201  -0.1707  0.2518
O  2.8061  8.2264  14.0506  0.074  -0.4041  -0.2396
O  4.1335  1.0956  20.9975  0.2118  0.2827  0.2443
O  4.2942  4.8364  15.6725  0.1073  0.0446  -0.2007
O  4.8054  9.2796  15.4741  0.1293  0.0533  -0.1935
O  6.5388  4.5752  19.1325  0.1418  0.08  0.0011
O  3.0022  1.3074  12.3805  -0.0882  -0.0067  -0.1053
O  6.3814  11.0741  14.2516  0.075  -0.2829  -0.1849
O  2.7217  6.893  22.7288  -0.049  -0.0691  -0.2997
O  6.7943  1.5849  12.9345  0.1253  -0.3154  -0.0103
O  6.4981  3.652  14.522  -0.0438  0.2509  -0.5126
O  9.1741  0.01  16.7327  0.0155  -0.1373  0.1317
O  10.7877  5.5753  13.4446  0.058  -0.0978  -0.7368
O  2.1275  6.3937  20.2809  -0.4173  0.0491  0.0741
O  6.7131  8.6193  13.6499  -0.0889  -0.4381  -0.046
O  10.7757  8.4836  13.4631  -0.0136  0.3471  -0.6074
O  13.0147  1.1484  15.2619  -0.3096  -0.0593  0.0205
O  2.1549  10.0862  15.8639  0.078  -0.0583  -0.3262
O  1.8313  2.265  21.5624  0.0304  0.2825  0.0039
O  8.1699  0.3483  24.3098  -0.0202  0.0526  0.3479
O  10.1731  1.3314  18.8048  0.0631  0.2969  -0.1145
O  2.4654  5.6519  13.9492  0.1867  0.4442  -0.2959
O  1.0917  4.7639  22.1048  0.0042  0.0923  -0.3225
O  6.2076  6.1381  14.1816  0.0106  0.2535  -0.2527
O  1.6575  3.7691  15.8017  0.0369  0.075  -0.3378
O  10.9232  2.1289  16.4105  0.1788  -0.1088  0.0092
O  7.1864  8.8154  19.8287  0.1142  0.0624  -0.301
O  9.543  -3.5386  20.356  0.1875  -0.1372  -0.1811
O  11.7352  -0.237  17.1252  -0.1239  0.2296  -0.4063
O  10.9061  5.8243  19.9109  0.2408  0.1233  -0.0868
O  11.4008  10.7666  14.518  -0.0818  -0.2123  -0.3314
O  6.6443  5.3757  16.6542  -0.1501  0.0038  -0.1225
O  11.3227  2.9888  14.0786  0.0079  0.2519  -0.0359
O  6.6978  4.0364  21.7143  -0.1781  -0.106  -0.1284
O  1.2309  0.8925  -0.0579  0.0304  0.4596  0.6294
O  4.4615  2.6374  -1.1173  -0.0231  -0.0672  0.2305
O  5.3718  6.8215  18.5412  0.1091  0.0266  0.0224
O  3.3287  3.1986  13.9421  -0.1281  0.3323  -0.1837
O  -0.9532  3.8796  18.3554  0.2049  0.1087  0.3617
O  3.4642  10.7579  13.7945  -0.116  -0.2968  -0.1421
O  5.1167  3.9428  23.9933  -0.1834  -0.3085  -0.0922
O  6.0741  -0.541  20.5802  0.0152  0.1019  -0.0864
O  5.8942  1.6513  24.9117  -0.0936  -0.1023  -0.1831
O  7.0787  10.9178  18.1674  0.1493  -0.4106  -0.0251
O  4.9145  9.4621  18.7452  0.2667  -0.2042  0.1459
O  5.2042  6.0441  22.3891  -0.2483  -0.0071  -0.0233
O  4.9465  0.4522  -0.0043  0.0247  0.4896  0.6543
O  7.4802  9.5072  15.9952  -0.2075  0.0751  -0.0362
O  15.0891  2.4208  25.8064  0.0445  0.103  0.2494
O  3.6497  1.8055  23.4174  0.1869  0.2311  -0.0907
O  4.7727  8.4186  23.4121  -0.0267  0.1381  0.2831
O  8.5948  3.195  19.9871  0.089  0.0401  -0.0462
O  8.2044  6.8351  -0.8488  -0.1577  -0.1073  0.026
O  10.9376  2.8902  20.8925  0.1746  0.2045  -0.2334
O  7.9246  4.1553  -0.6506  -0.0071  -0.0629  -0.0438
O  0.454  8.1521  19.3158  -0.0179  -0.5011  0.2681
O  6.5086  1.2147  22.4089  -0.1193  -0.1063  0.151

Results
free energy: -47203.959 eV
free energy less fixed offsets of O -463.61, Si -117.95 eV per atom: -23.889 eV
pressure: -1.91 GPa
stress xx, yy, zz, yz, xz, xy (GPa, positive in tension): 1.24, 3.03, 1.45, 0.12, -0.07, 0.16
